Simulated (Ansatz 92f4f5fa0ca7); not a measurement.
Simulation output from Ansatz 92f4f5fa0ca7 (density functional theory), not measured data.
Periodic cell of 237 atoms, Si146O90B1, from a study of silicon, its oxide and their interface. The atomic structure is a simulated model.
Doubt: the cutoff is far below the 930 eV that the study's wrapper takes by default for these files, so forces and energies are approximate.
This geometry differs little from another in the collection (a relaxation step or a small displacement).

Settings: functional PBE; potential files Ansatz PAW; basis plane waves; wave-function cutoff 580 eV; density cutoff ratio 5; exchange-correlation grid ratio 1; k mesh 1 x 1 x 1, Gamma-centred; self-consistency stop 5e-08 eV per atom in the density residual; occupations fixed; spin none; net charge -1 e, with a uniform compensating background and no finite-size correction.

Cell vectors (angstrom)
a, 11.6015, 0, 0
b, 0, 10.938, 0
c, 0, 0, 32.0622

Atoms and the computed forces on them: element, x, y, z (angstrom), force x, y, z (eV/angstrom)
Si, -0.2266, -0.0714, 23.2052, -0.0113, 0.0046, -0.0063
Si, 3.6841, 0.2056, 23.0987, 0.0038, 0.0018, -0.0025
Si, 7.5549, -0.1351, 23.41, -0.0053, -0.0018, -0.0045
Si, 1.6787, 1.3507, 23.3901, 0.0021, -0.0079, -0.0044
Si, 5.7454, 1.4171, 23.1741, -0.0039, 0.0047, -0.0109
Si, 9.4321, 1.2527, 23.3299, 0.0124, 0.0086, -0.0172
Si, 0.1602, 5.3088, 23.4777, -0.012, -0.0014, -0.003
Si, 4.1276, 5.3234, 23.3724, 0.0013, 0.0006, -0.0058
Si, 8.0316, 5.6273, 23.5332, 0.0285, 0.0142, -0.0261
Si, 2.1451, 6.5929, 23.3476, 0.0017, 0.0021, -0.0253
Si, 5.975, 6.7943, 23.4589, -0.0058, -0.0058, -0.0163
Si, 10.018, 6.8716, 23.6027, -0.014, 0.0106, -0.0361
Si, 1.9016, 2.6504, 25.365, 0.0024, -0.0028, 0.0061
Si, 5.8315, 2.6655, 25.241, 0.0075, 0.0017, -0.0027
Si, 9.6216, 2.6845, 25.2546, -0.0059, -0.0011, -0.0083
Si, 11.5955, 3.9886, 25.3909, 0.0078, 0.0033, -0.0044
Si, 3.8864, 3.9778, 25.2977, -0.0039, 0.0065, -0.0056
Si, 7.7434, 4.1027, 25.3324, -0.0032, 0.0066, 0.0053
Si, 1.9666, 8.1649, 25.1706, -0.0024, -0.005, 0.002
Si, 5.7783, 8.1797, 25.3546, 0.0012, 0.0055, 0.0066
Si, 9.7083, 8.2712, 25.4363, 0.0086, -0.0018, -0.0082
Si, 11.6283, 9.5762, 25.2265, -0.0041, 0.0024, 0.0082
Si, 3.8678, 9.5941, 25.0689, 0.0041, 0.0042, -0.0059
Si, 7.6927, 9.5348, 25.3921, -0.0032, 0.0021, -0.0001
Si, 11.6478, -0.0099, 27.1859, 0.0036, -0.0027, -0.0127
Si, 3.9046, -0.0519, 27.1145, -0.0019, 0.0024, 0.0028
Si, 7.7588, -0.0186, 27.2816, -0.0036, 0.0041, -0.0025
Si, 1.9869, 1.3118, 27.2756, -0.0017, 0.0001, 0.0025
Si, 5.8309, 1.3274, 27.1895, -0.0001, 0.002, 0
Si, 9.6926, 1.3329, 27.1991, 0.0001, -0.0008, 0.0045
Si, 11.5896, 5.4695, 27.2287, -0.0001, 0.0036, 0.0028
Si, 3.8428, 5.4222, 27.1974, -0.0024, 0.0031, 0.0022
Si, 7.713, 5.465, 27.2606, 0.0003, 0.0017, -0.0026
Si, 1.9333, 6.8283, 27.1519, 0.0014, -0.0011, -0.0042
Si, 5.7589, 6.8009, 27.2607, 0.0038, 0.0032, -0.0045
Si, 9.654, 6.8215, 27.2886, -0.0007, 0.0001, 0
Si, 1.9439, 2.7221, 29.1778, 0.0046, -0.0007, -0.0021
Si, 5.7962, 2.7234, 29.1161, -0.0004, 0.0015, 0.0015
Si, 9.6796, 2.7263, 29.1336, -0.0004, 0.0023, -0.0006
Si, 0.0119, 4.0976, 29.1552, 0.0006, 0.0014, 0.004
Si, 3.8645, 4.0944, 29.1582, -0.0017, -0.0025, -0.0003
Si, 7.7347, 4.0884, 29.1756, -0.0019, -0.0008, 0.0035
Si, 1.9394, 8.1866, 29.1055, 0.0022, 0.004, -0.0006
Si, 5.7949, 8.1796, 29.1778, -0.0041, 0.0032, 0.0047
Si, 9.6726, 8.1907, 29.2101, 0.0003, 0.0033, 0.0048
Si, 0.006, 9.5573, 29.1304, -0.0023, -0.0009, -0.0012
Si, 3.8745, 9.5559, 29.1013, 0.0017, -0.0009, -0.0055
Si, 7.7335, 9.5441, 29.1962, 0.0023, -0.0025, 0.0072
Si, 0.002, -0.0039, 31.077, 0.0011, 0.0041, 0.0025
Si, 3.8615, 0.0006, 31.055, -0.0003, 0.0062, 0.0026
Si, 7.73, 0.0043, 31.1043, -0.0011, 0.0015, 0.0002
Si, 1.9304, 1.3679, 31.1109, 0.0001, 0.0006, -0.0022
Si, 5.7957, 1.3685, 31.0549, 0.0004, -0.0007, 0.0013
Si, 9.6686, 1.3628, 31.0794, -0.0004, -0.0031, 0.0026
Si, 0.0113, 5.4666, 31.0888, -0.0006, -0.0003, 0.0007
Si, 3.8704, 5.4735, 31.0922, 0.0001, 0.0028, -0.0014
Si, 7.7424, 5.4626, 31.1167, 0.0004, 0.0026, 0.003
Si, 1.9396, 6.8423, 31.0618, -0.0005, -0.003, 0.0009
Si, 5.8061, 6.8295, 31.1118, 0, -0.0004, -0.0003
Si, 9.679, 6.8275, 31.1398, 0.0005, -0.001, 0.0001
Si, 1.9328, 2.7465, 0.9843, 0.0004, 0.0005, 0.0002
Si, 5.7972, 2.7449, 0.9221, -0.0015, 0.0007, -0.0039
Si, 9.6679, 2.7303, 0.963, 0.0015, 0.0022, 0.0013
Si, -0.0099, 4.1064, 0.9581, -0.002, 0.0006, 0.0001
Si, 3.8664, 4.1152, 0.9723, 0.0002, -0.0011, 0.0021
Si, 7.7409, 4.1073, 0.994, 0.0012, -0.0002, 0.0035
Si, 1.9322, 8.2142, 0.9391, -0.0002, 0.0015, -0.0003
Si, 5.798, 8.2245, 0.9628, 0.0013, 0.0012, -0.0015
Si, 9.6695, 8.2194, 1.0035, -0.0024, 0.0013, 0.003
Si, -0.0003, 9.5903, 0.9724, -0.002, -0.0005, 0.0025
Si, 3.8614, 9.591, 0.9554, 0, -0.0022, 0.0025
Si, 7.7376, 9.5808, 0.9798, 0.0023, -0.0017, 0.0013
Si, 11.6116, 0.031, 2.9161, 0.0003, -0.0005, 0.0004
Si, 3.8588, 0.0185, 2.916, -0.0002, -0.001, -0.0008
Si, 7.7414, 0.0206, 2.9022, -0.0008, -0.0012, -0.0006
Si, 1.9372, 1.3994, 2.9278, -0.0009, 0.0004, 0.0009
Si, 5.8126, 1.3671, 2.8315, 0.0001, -0.0002, 0.0016
Si, 9.6624, 1.3844, 2.9186, 0.0006, 0.0003, 0.0002
Si, 11.5684, 5.5007, 2.869, -0.0006, 0, 0.0004
Si, 3.8793, 5.4949, 2.9102, 0.0005, -0.0001, -0.001
Si, 7.7392, 5.5109, 2.9226, 0.0005, 0.0006, -0.0009
Si, 1.9164, 6.8236, 2.8564, -0.0007, -0.0016, 0.0003
Si, 5.8114, 6.8612, 2.8857, 0.0005, -0.0023, 0.0014
Si, 9.6624, 6.8995, 2.971, -0.0003, 0, 0.0008
Si, 1.9161, 2.8289, 4.8263, -0.0014, -0.0005, -0.0014
Si, 5.838, 2.7231, 4.7435, -0.0014, 0.0006, -0.0004
Si, 9.5986, 2.7935, 4.8344, 0.0004, -0.0004, 0.0003
Si, 11.5432, 4.1307, 4.7809, -0.0013, -0.0002, -0.0011
Si, 3.9196, 4.0995, 4.8288, 0.0005, -0.0001, 0.0002
Si, 7.7182, 4.2058, 4.8923, -0.0012, 0.0004, -0.0008
Si, 1.8928, 8.1423, 4.8043, 0.0003, 0.0012, -0.0007
Si, 5.8119, 8.2509, 4.7919, 0.0006, 0.002, -0.0019
Si, 9.6639, 8.318, 4.9142, -0.0014, 0.0003, 0.0001
Si, 11.6371, 9.6495, 4.8827, 0.0003, -0.0008, -0.0007
Si, 3.823, 9.4832, 4.7965, -0.001, 0.0005, 0.0014
Si, 7.7238, 9.6738, 4.8894, 0.0011, -0.0006, 0.0001
Si, 11.6006, 0.2265, 6.7712, -0.0008, 0.0011, 0.0006
Si, 3.759, -0.0586, 6.668, -0.0002, -0.0006, -0.0008
Si, 7.7132, 0.0482, 6.9134, 0.0016, 0.0002, 0.0014
Si, 2.0536, 1.4996, 6.7614, 0.0006, -0.0011, 0.0021
Si, 5.7166, 1.2728, 6.6196, -0.002, -0.0006, 0.0009
Si, 9.6481, 1.5137, 6.8304, -0.0002, 0.0001, 0.0002
Si, 11.5248, 5.4922, 6.6995, -0.0014, -0.0005, 0.0008
Si, 3.9814, 5.4252, 6.8047, -0.002, -0.0006, 0.0005
Si, 7.7389, 5.6616, 6.8489, -0.0005, -0.0002, 0.0024
Si, 1.9735, 6.6387, 6.6613, 0.0022, -0.0017, 0.0003
Si, 5.8121, 6.9684, 6.7541, 0.0012, -0.0006, 0.0011
Si, 9.7568, 7.0361, 6.9187, 0.0012, 0, 0.0011
O, 10.0112, 7.9634, 8.3075, 0.0006, 0.0002, 0.0005
O, 7.6554, 9.9261, 8.224, -0.0009, 0.0003, -0.0007
O, 7.4091, 4.7236, 8.1874, 0.0002, 0.0025, 0.0021
O, 3.3828, 10.3564, 8.2257, 0.0003, 0.0016, 0.001
O, 2.0133, 7.551, 8.0356, -0.0021, -0.0014, 0.0018
O, 4.0073, 4.5775, 8.262, 0.0004, 0.0001, 0
O, 9.7862, 2.4383, 8.2201, 0.0005, 0.0002, 0.0006
O, 2.6224, 2.3345, 8.1219, 0, -0.0008, 0.0002
O, 11.3804, 4.5692, 8.0711, -0.0003, -0.0008, 0.0006
O, 5.3698, 2.3753, 7.808, -0.0008, 0.0006, 0.0015
O, 5.8024, 7.9846, 8.0836, 0.0005, -0.0002, 0.0001
O, 11.3185, 10.3041, 8.1472, -0.0019, -0.0001, -0.0003
O, 11.1871, 10.095, 21.7441, 0.0005, -0.0153, -0.0097
O, 3.2706, 10.6902, 21.5338, 0.0011, 0.0001, 0.0047
O, 5.7959, 7.7879, 22.1483, 0.0153, 0.0011, 0.0105
O, 4.248, 4.4689, 21.9348, -0.0011, 0.0068, 0.0033
O, 7.6868, 9.6851, 22.1778, -0.008, 0.0027, 0.0067
O, 10.4225, 7.6745, 22.2285, 0.0164, -0.0091, 0.0241
O, 1.6297, 2.3952, 22.102, -0.0005, -0.0001, 0.0052
O, 5.9636, 2.4635, 21.8847, -0.0024, -0.0023, 0.0064
O, 8.427, 4.7367, 22.2014, -0.0165, 0.0011, 0.0105
O, -0.0579, 4.4422, 22.0607, -0.0013, -0.0067, 0.0036
O, 2.2633, 7.3783, 21.9044, -0.0018, -0.0069, -0.0135
O, 9.1146, 1.9654, 21.8668, 0.0019, -0.0061, 0.015
Si, 1.9077, 7.7857, 9.6213, 0.0013, 0.0038, -0.0033
Si, 5.0254, 0.5935, 17.7018, 0.0043, -0.0038, -0.0068
Si, 2.4973, 5.4141, 14.0191, -0.0022, -0.0007, -0.0033
Si, 10.5618, 3.862, 14.0473, -0.0001, 0.0012, -0.0071
Si, 8.2788, 2.4024, 15.2618, -0.0023, -0.0015, -0.004
Si, 9.5369, 2.3447, 20.3372, -0.0044, -0.012, -0.0038
Si, 10.5149, 3.6357, 9.0802, -0.0011, -0.0001, -0.0046
Si, 0.0408, 2.3093, 11.5652, -0.0004, -0.0012, -0.0056
Si, 10.9789, 8.1281, 15.4524, -0.0031, 0.0016, 0.0008
Si, 5.157, 6.9436, 13.9981, -0.0008, 0.0005, -0.0045
Si, 5.7618, 2.5756, 11.1333, 0.0003, 0.0006, -0.0071
B, 8.5537, 7.6716, 19.4788, -0.0068, -0.0083, 0.0157
Si, 8.1522, 4.9979, 20.5978, 0.0085, 0.0315, -0.0157
Si, 5.9611, 9.5489, 15.2918, 0.0059, -0.0052, -0.0005
Si, 2.0403, 7.6715, 20.3171, 0.0012, 0.0073, 0.0116
Si, 1.9228, 4.9002, 18.7924, -0.0126, 0, -0.0067
Si, 4.5038, 3.4509, 18.0271, 0.0055, 0.0022, -0.0066
Si, 8.488, 8.8435, 17.0296, 0.0043, 0.0152, -0.0155
Si, 0.8066, 9.481, 13.3411, 0.0002, 0.0014, -0.0021
Si, 9.912, 10.6541, 11.7169, 0.0001, -0.0012, -0.0031
Si, 5.3949, 3.7391, 21.0046, 0.0042, -0.0048, 0.0029
Si, 0.5986, 5.5053, 16.2627, -0.0036, 0.0006, -0.0047
Si, 10.7869, 9.1497, 9.1515, 0.0009, -0.0027, -0.0046
Si, 6.6389, 8.8508, 21.2096, -0.0086, 0.0001, -0.0086
Si, 7.1148, 7.0936, 11.4994, 0.0025, 0, -0.0084
Si, 2.6691, 0.7199, 12.2456, -0.0017, -0.0021, -0.0036
Si, 10.7822, 8.6688, 20.9761, -0.0184, -0.0001, -0.0092
Si, 6.0418, 4.3316, 15.6361, -0.0004, 0.0002, -0.0044
Si, 7.1015, 0.4725, 13.0112, -0.0005, -0.0014, -0.0019
Si, 4.0701, 2.9673, 8.5993, 0.0007, -0.0015, -0.005
Si, 0.8719, 6.75, 11.9233, 0.0006, 0.0015, -0.0034
Si, 6.5685, 9.0362, 9.0827, -0.0015, 0.0002, -0.0029
Si, 0.6733, 3.294, 21.1447, -0.0001, -0.0015, -0.0058
Si, 9.7962, 6.5169, 12.9143, -0.0053, 0.0007, -0.0026
Si, 7.7214, 4.5112, 9.7736, 0.0012, -0.0034, -0.0011
Si, 4.0096, 10.043, 20.2095, 0.0068, 0.008, 0.0015
Si, 4.2701, 3.0278, 13.5368, -0.0009, -0.0035, -0.0053
Si, 3.8576, 10.0053, 9.7562, 0.0013, -0.0039, -0.0029
Si, 8.0445, 0.8116, 18.0474, 0.0037, -0.0004, -0.0115
O, 11.5026, 3.2257, 12.8884, -0.0022, 0.0025, 0.0038
O, 9.3475, 4.4463, 9.8984, 0.0001, -0.0008, 0.0004
O, 8.8695, 3.7369, 19.8549, -0.003, 0.0106, 0.0098
O, 4.0262, -0.0507, 18.8193, -0.0022, -0.0043, 0.0049
O, 11.3402, 4.5353, 15.2929, 0.0036, 0.0017, 0.0048
O, 9.8486, 9.7977, 10.3164, -0.0018, 0.0016, 0.0043
O, 3.7662, 1.5208, 13.1542, 0.0023, 0.0032, 0.0016
O, 0.584, 9.0907, 14.9033, -0.0021, -0.0049, 0.0012
O, 6.4575, 1.0156, 18.3794, -0.0018, 0.0018, -0.0011
O, 4.782, 3.1724, 19.6116, -0.0018, 0.0014, 0.0076
O, 6.2395, 1.1391, 11.772, 0.0023, -0.0049, 0.0037
O, 0.5485, 8.6501, 9.8846, 0.0013, -0.001, -0.0004
O, 5.655, 4.3101, 17.2249, -0.0026, -0.0008, 0.0063
O, 8.4391, 7.206, 12.4077, 0.0027, -0.0021, 0.001
O, 4.4252, 2.5959, 10.1526, 0.0026, -0.001, 0.0046
O, 2.0879, 5.6203, 15.5768, -0.0008, -0.0026, 0.0035
O, 3.3721, 0.0397, 10.9467, -0.0013, 0.002, 0.0044
O, 5.8775, 7.2167, 12.5458, -0.0048, -0.0016, 0.0051
O, 2.2397, 6.3797, 19.3604, -0.0043, -0.001, 0.0007
O, 0.6623, 4.8858, 17.7592, 0.0139, 0.0009, 0.0137
O, 8.4219, 10.6935, 12.3633, -0.0046, 0.0015, 0.0005
O, 5.4782, 10.0605, 9.7175, -0.0007, 0, 0.0004
O, 0.5433, 8.2527, 20.1577, -0.0046, 0.0013, 0.0139
O, 9.7734, 2.6061, 14.6868, -0.0028, -0.0024, -0.0011
O, 1.9838, 10.5903, 13.2568, -0.0013, -0.0021, -0.0003
O, 9.8829, 9.0335, 16.1861, -0.0115, -0.0045, 0.0073
O, 6.2485, 10.3152, 13.8612, 0.0015, -0.0029, 0.0053
O, 7.4747, 1.6314, 14.0799, 0.0007, 0.0014, 0.002
O, 1.6607, 3.9315, 20.0495, -0.0001, 0.0064, -0.0006
O, 5.8892, 5.7893, 14.9091, 0.0009, -0.0048, 0.0024
O, 7.2985, 8.8461, 15.885, -0.0022, 0.0041, 0.0069
O, 1.5154, 1.658, 11.6122, 0.0006, -0.0012, -0.0003
O, 7.2005, 8.2563, 10.3557, 0, -0.0053, 0.0045
O, 4.2988, 2.0003, 17.2912, -0.0023, -0.0004, 0.0001
O, 7.0452, 3.1297, 10.2965, -0.0019, -0.0018, 0.001
O, 11.5795, 6.9924, 16.4378, 0.0026, -0.0056, -0.0037
O, 8.3015, 10.1922, 17.8815, 0.0044, -0.0058, -0.002
O, 3.2707, 8.5254, 10.1034, -0.0013, -0.0008, -0.0011
O, 7.5918, 3.8632, 15.4905, -0.0013, -0.0008, -0.0001
O, 3.1659, 4.3448, 17.9233, -0.0023, 0.0031, 0.0017
O, 2.9144, 3.891, 13.6732, 0.0007, 0.0011, -0.0009
O, 1.3306, 8.2045, 12.4863, -0.0007, 0.0008, 0.0006
O, 1.2073, 5.6678, 13.07, 0.0037, -0.0032, 0.002
O, 4.9777, 8.3123, 14.8621, 0.0028, 0.0044, 0.0007
O, 11.1702, 2.4097, 20.3394, 0.0052, 0.0104, 0.0049
O, 10.9785, 9.9914, 12.7441, 0.0038, -0.002, 0.0012
O, 5.2966, 3.5504, 12.3628, -0.0026, -0.0004, 0.0052
O, 5.0898, 3.1967, 14.9228, 0.0012, 0.0008, 0.0036
O, 6.5103, 4.8338, 20.5387, 0.0104, 0.005, 0.0031
O, 8.3744, 1.5909, 16.6515, -0.0019, -0.004, 0.0076
O, 10.416, 1.2396, 11.4367, 0.0003, -0.0011, -0.0004
O, 10.8682, 6.6308, 11.6765, -0.0012, -0.0013, 0.0013
O, 3.2174, 8.6819, 19.8401, -0.0056, -0.0116, 0.0067
O, 1.704, 6.448, 10.541, -0.0014, -0.0029, 0.0037
O, 7.2508, 8.1456, 19.9383, 0.0119, -0.0093, -0.002
O, 8.521, 7.5719, 18.0004, 0.001, -0.0001, 0.0116
O, 3.6673, 6.4422, 13.6048, 0.0008, -0.0007, -0.0005
O, 9.5663, 4.9599, 13.3443, 0.0023, -0.0029, -0.0002
O, 5.5473, 9.9378, 20.6927, 0.0071, -0.0088, 0.0052
O, 10.3239, 7.3678, 14.1717, 0.0028, 0.0023, 0.0042
O, 8.7975, 6.3365, 20.045, -0.0168, -0.0194, 0.0055
O, 7.0809, 5.6842, 10.6868, -0.0006, 0.0044, 0.0024
O, 5.2506, 10.5522, 16.3918, -0.0017, 0.003, 0.0044
O, 9.0134, 1.2569, 19.2643, 0.0046, 0.0085, 0.0038
O, 11.5986, 3.1517, 10.1758, 0.0013, -0.0024, 0.0044
O, 9.5941, 8.6527, 19.9186, 0.0123, -0.0152, 0.0168

Results
free energy: -144145.610 eV
free energy less fixed offsets of B -154.04, O -568.88, Si -635.61 eV per atom: 6.690 eV

The program warned: the cutoff lies below the one the program advises for these potential files; the exchange-correlation potential is rough where the density is thin.
